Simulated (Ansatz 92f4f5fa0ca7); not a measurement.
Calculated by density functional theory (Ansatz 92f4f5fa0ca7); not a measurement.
Periodic cell of 224 atoms, Si128O64H32, with a vacuum gap, from a study of silicon, its oxide and their interface. The atomic structure is a simulated model.

Settings: functional r2SCAN; potential files Ansatz PAW; basis plane waves; wave-function cutoff 800 eV; density cutoff ratio 5; exchange-correlation grid ratio 1; k mesh 1 x 1 x 1, shifted by 0.5 0.5 0 of a step; self-consistency stop 1e-11 eV per atom in the density residual; occupations fixed; spin none; net charge 0; applied field sawtooth along c, amplitude +0.015 V/angstrom in the program's sign convention, ramp centred at 0.9877 of c and 0.0247 of c wide, no dipole correction.

Cell vectors (angstrom)
a  10.887  0  0
b  0  10.887  0
c  0  0  40.5174

Atoms and the computed forces on them: element, x, y, z (angstrom), force x, y, z (eV/angstrom)
Si  -0.273  0.5578  25.3699  -0.0055  0.0022  0.0549
Si  2.9773  2.5534  25.3815  0.0058  -0.0011  0.0423
Si  -0.1212  5.8376  25.7851  -0.011  -0.002  0.0392
Si  2.792  7.8928  25.5209  0.0101  0.0024  0.0476
Si  5.1143  0.2585  25.5377  -0.0053  0.0056  0.0415
Si  8.2268  2.623  25.5377  0.0041  -0.002  0.0422
Si  5.2654  5.8924  25.3735  -0.0037  0.001  0.0445
Si  8.497  8.0677  25.5033  0.0038  -0.0019  0.046
Si  1.3522  1.5196  26.7609  -0.0015  0.0008  -0.0037
Si  4.1325  4.1939  26.6501  -0.0003  -0.002  -0.0018
Si  1.4031  6.9008  27.1156  0.0003  -0.0003  -0.006
Si  3.925  9.5764  26.7761  0.0009  0.0029  -0.0067
Si  6.7229  1.4056  26.8364  0.002  -0.0017  -0.0049
Si  9.4553  4.1896  26.8148  0.0045  0.0038  -0.0079
Si  6.8118  6.9711  26.7771  0.0011  0.0013  -0.0044
Si  9.6046  9.714  26.7172  -0.0027  -0.003  -0.0039
Si  -0.0136  2.8418  28.1573  -0.0024  0.0034  -0.0118
Si  2.6099  0.0624  28.1523  -0.0017  -0.0027  -0.0125
Si  -0.0039  8.3678  28.2287  0.0034  0.0003  -0.0128
Si  2.7817  5.4138  28.2132  -0.005  0.0024  -0.0119
Si  5.4151  2.8398  28.1354  0.0028  0.0034  -0.0109
Si  8.1515  0.0512  28.1354  -0.0018  0.0012  -0.0129
Si  5.4085  8.2871  28.1318  -0.0004  0.0013  -0.0128
Si  8.0901  5.5342  28.166  -0.0026  -0.0022  -0.0101
Si  1.3707  4.1131  29.5579  0.0015  -0.0015  0.0015
Si  4.0456  1.4238  29.459  -0.0012  0.0034  0.0078
Si  1.3409  9.6348  29.6117  0.0004  0.0028  0.0035
Si  4.1205  6.8433  29.5082  0.0039  -0.0007  0.0096
Si  6.7818  4.1433  29.5354  -0.002  0.0068  -0.002
Si  9.5231  1.4178  29.4887  0.0088  -0.0029  0.009
Si  6.7947  9.5845  29.5112  0.0061  -0.0022  0.0029
Si  9.5044  6.8969  29.4849  0.0018  0.0015  0.0124
Si  -0.0407  0.0691  30.9225  -0.0189  0.0101  0.0169
Si  2.7065  2.7234  30.8914  -0.0084  0.0106  0.0238
Si  -0.011  5.508  30.8499  -0.0063  -0.0026  0.0181
Si  2.7264  8.1957  30.8643  -0.0035  -0.0011  0.0217
Si  5.4227  0.0604  30.84  -0.0041  -0.0023  0.0229
Si  8.1598  2.7597  30.8605  -0.0117  0.008  0.0209
Si  5.4388  5.4819  30.9035  -0.0004  -0.013  0.0185
Si  8.1351  8.1967  30.8746  -0.0105  0.0048  0.0211
Si  1.3657  1.3705  32.2628  0.0105  -0.0042  0.1787
Si  4.0799  4.0863  32.2353  0.015  0.0143  0.1679
Si  1.3649  6.828  32.2236  0.003  0.0008  0.1827
Si  4.0959  9.5441  32.2153  0.0183  0.0112  0.1837
Si  6.804  1.3779  32.2178  0.0214  0.0133  0.1819
Si  9.5388  4.1053  32.215  0.0092  0.0001  0.1768
Si  6.818  6.8112  32.2482  0.0007  -0.0003  0.1688
Si  9.5067  9.5348  32.2395  0.0243  0.0097  0.1739
Si  0.0024  2.7213  33.5848  0.0361  0.1467  0.3628
Si  2.725  -0.0162  33.5966  0.0083  0.0223  0.2841
Si  -0.0125  8.154  33.5881  0.0606  0.1295  0.2507
Si  2.7102  5.4389  33.5789  0.0551  0.0077  0.2945
Si  5.4455  2.7131  33.5896  0.0132  0.09  0.2694
Si  8.1453  -0.0101  33.5891  0.0259  0.0641  0.2908
Si  5.4439  8.1614  33.5775  0.0621  0.0742  0.3267
Si  8.1687  5.4292  33.5945  0.0871  0.0774  0.2892
Si  1.3756  4.0513  6.9224  -0.0371  -0.1187  -0.3638
Si  4.1074  1.3267  6.9408  -0.0225  -0.0214  -0.2277
Si  1.3629  9.4931  6.9267  -0.0393  -0.0599  -0.3237
Si  4.1047  6.7695  6.9149  -0.0069  -0.0596  -0.2875
Si  6.825  4.0409  6.9404  -0.0538  -0.0659  -0.2305
Si  9.5448  1.3239  6.9172  -0.0199  -0.0731  -0.2901
Si  6.8074  9.4867  6.9332  -0.0422  -0.1079  -0.306
Si  9.5383  6.7611  6.9444  -0.1107  -0.1002  -0.2371
Si  -0.0052  -0.0569  8.2966  -0.0147  -0.0081  -0.1734
Si  2.7428  2.6928  8.2835  -0.0088  -0.0097  -0.1722
Si  -0.0091  5.3478  8.2876  -0.0304  -0.0127  -0.1833
Si  2.7343  8.1172  8.254  -0.0022  0.0038  -0.1819
Si  5.4659  -0.0535  8.302  -0.0028  0.009  -0.174
Si  8.1977  2.6606  8.2857  -0.0174  -0.0024  -0.1847
Si  5.4465  5.3833  8.2924  -0.0124  -0.0083  -0.1774
Si  8.1531  8.1032  8.2931  -0.0186  -0.019  -0.1685
Si  1.3806  1.3195  9.6138  0.0103  -0.0054  -0.0142
Si  4.1167  4.0062  9.6836  0.0049  -0.0035  -0.0224
Si  1.3986  6.6971  9.5587  0.0122  0.006  -0.019
Si  4.0894  9.4566  9.6328  0.005  -0.0113  -0.0209
Si  6.8811  1.2728  9.6429  0.0032  -0.0035  -0.0186
Si  9.55  3.9661  9.6962  0.0147  -0.0057  -0.0219
Si  6.8272  6.6983  9.6585  0.0078  0.008  -0.0192
Si  9.5123  9.4435  9.658  0.0123  -0.0018  -0.0284
Si  0.0372  2.5832  11.0636  0.0006  -0.0032  -0.0099
Si  2.7386  -0.0298  10.9531  -0.0059  -0.0016  -0.0124
Si  0.0098  7.9887  10.8818  0.0034  -0.0016  -0.0083
Si  2.7012  5.3745  10.9941  -0.0017  0.0022  -0.0032
Si  5.5408  2.616  10.9934  -0.0031  -0.0027  -0.0024
Si  8.1863  -0.0885  11.0783  -0.0061  -0.0014  -0.0053
Si  5.4302  8.0498  10.9687  0.0031  -0.0031  -0.0113
Si  8.167  5.3014  11.0482  -0.0073  0.0067  -0.0115
Si  1.3907  3.9883  12.3902  0.002  0.001  0.0099
Si  4.1918  1.2558  12.3305  0.0021  -0.0014  0.0152
Si  1.3433  9.3966  12.1371  0.0075  -0.0048  0.0147
Si  4.0873  6.6933  12.3573  -0.0011  0.0008  0.0057
Si  6.8667  3.8949  12.4719  0.0031  -0.001  0.0097
Si  9.6344  1.1797  12.505  0.0006  0.0004  0.0165
Si  6.764  9.384  12.3506  0.0013  -0.0012  0.0063
Si  9.6192  6.6268  12.3293  0.0023  -0.0023  0.0136
Si  -0.1864  -0.6178  13.6777  0.0033  -0.0084  0.0196
Si  3.0775  2.8722  13.5604  -0.0076  -0.0107  0.0355
Si  -0.2121  5.0353  13.7668  0.0013  0.0035  0.029
Si  2.859  8.3215  13.51  -0.0085  0.0016  0.0279
Si  5.183  -0.4054  13.7182  0.0001  -0.001  0.0377
Si  8.481  2.7132  13.8337  -0.0006  -0.0016  0.0381
Si  5.2432  5.1081  13.6563  0.0038  0.0059  0.0263
Si  8.365  8.156  13.5236  -0.0065  -0.0051  0.0329
Si  -0.7834  27.2756  22.4114  0.0035  -0.0014  0.0732
Si  32.8892  -19.0378  18.2265  0.0064  -0.005  0.0711
Si  -3.5107  4.593  23.3828  -0.0129  -0.0076  0.0878
Si  8.031  -5.5167  17.6521  -0.0048  -0.0142  0.0837
Si  3.8901  24.7893  18.8131  -0.0014  0.0012  0.0627
Si  -4.3807  23.5666  19.2884  0.0082  -0.0049  0.0683
Si  0.2087  10.936  22.2989  -0.0033  -0.0138  0.0848
Si  -20.727  -2.1474  15.8582  0.0024  -0.0084  0.0734
Si  -24.8469  -16.366  20.6795  0.005  0.0029  0.0931
Si  -7.9673  -15.3476  21.4315  0  0.0026  0.0792
Si  10.8996  6.2224  16.6501  0.0037  -0.0052  0.0804
Si  -13.5661  0.3137  21.1016  0.0118  -0.0092  0.0848
Si  8.2063  24.3825  16.8415  -0.0031  0.0036  0.0841
Si  -5.1518  7.6606  21.0339  -0.0015  -0.0044  0.0793
Si  12.6255  16.023  18.9101  0.0119  0.0086  0.0771
Si  35.1802  2.0337  16.4834  -0.0009  0.0025  0.0293
Si  23.3698  26.2338  23.4241  -0.0012  -0.0129  0.0766
Si  24.495  -11.6074  17.7533  0.0021  0.0098  0.0727
Si  1.0894  -13.6844  22.8562  0.0015  0.002  0.0691
Si  5.5638  -1.2132  16.4952  0.0016  -0.0012  0.0719
Si  6.5459  -25.6857  15.7437  -0.0001  0.006  0.0644
Si  1.8558  -31.7086  19.9504  -0.0113  -0.0016  0.0818
Si  39.2013  -22.7822  19.1565  0.0096  -0.0099  0.1029
Si  17.6252  31.2898  23.302  0.0034  -0.0003  0.0888
O  -1.5022  20.2319  13.9606  0.0028  -0.0014  -0.0171
O  -10.8301  39.5077  22.7164  -0.0032  -0.002  -0.0271
O  -8.5895  14.0048  23.9881  -0.0126  0.0164  -0.0387
O  0.2675  -12.4454  22.2621  -0.0002  0.0117  -0.0219
O  -16.0052  -0.5986  24.3235  0.0186  -0.0163  -0.0447
O  22.1235  0.3928  23.8694  0.0049  -0.006  -0.0664
O  0.5359  23.1853  19.1063  -0.0064  0.0126  -0.0284
O  -5.0495  8.5113  22.4072  -0.0083  -0.0148  -0.0481
O  13.2916  7.8549  21.9578  0.0092  -0.0078  -0.0352
O  23.8112  7.9044  14.8619  0.0131  -0.0003  -0.0405
O  10.6985  -3.1119  16.2425  0.0053  0.0104  -0.0308
O  36.5348  -19.3088  17.2758  -0.0102  -0.0082  -0.0408
O  13.6102  -5.5913  22.5976  0.0119  0.0189  -0.0441
O  22.3314  4.0318  19.1559  -0.0054  -0.0085  -0.033
O  0.9789  5.253  24.7033  0.0147  -0.0113  -0.044
O  8.1884  -30.6254  15.3181  0.0038  -0.0002  -0.0677
O  17.9418  -4.3088  17.2244  -0.011  0.0118  -0.0421
O  9.4016  -5.3175  20.9663  -0.0157  -0.0016  -0.0374
O  -6.6345  -22.7833  17.3965  0.0075  -0.0022  -0.0344
O  20.2432  12.4417  25.0491  0.0031  -0.0024  -0.0196
O  -12.0372  11.4106  21.5581  -0.0155  0.005  -0.0326
O  -3.2753  1.722  20.4975  -0.0143  0.0092  -0.0349
O  5.7933  -16.0347  15.048  -0.0126  -0.0144  -0.0464
O  0.5681  10.1278  15.1438  -0.0114  0.0146  -0.048
O  28.9079  -6.4751  21.7821  0.0046  0.0076  -0.0511
O  -9.4389  -10.1786  21.4903  0.0173  0.0091  -0.0536
O  5.6969  -0.1365  15.2734  -0.0027  0.0115  -0.0577
O  22.0668  16.3344  15.2563  -0.0019  -0.0114  -0.0593
O  -8.4206  -11.3027  19.3196  0.0076  -0.0136  -0.0428
O  -3.0549  -3.4869  14.8662  0.017  0.009  -0.0448
O  23.5739  -1.9309  17.2636  -0.0123  -0.0077  -0.0379
O  4.1195  4.0101  14.1031  0.0031  -0.001  -0.0239
O  9.5812  5.7566  17.4539  0.0153  0.0055  -0.0299
O  -5.2229  -13.1037  19.7707  0.0064  0.0203  -0.0414
O  23.0393  13.7978  16.9898  0.012  -0.0036  -0.0401
O  20.4096  -6.953  14.1148  0.0028  -0.0024  -0.026
O  2.977  12.999  19.8102  0.0074  0.0034  -0.0315
O  -9.1794  30.103  24.3488  -0.0182  0.0022  -0.0508
O  7.1078  -4.0484  20.8537  0.0021  -0.0004  -0.0297
O  18.7603  19.5379  24.0918  -0.0176  0.0162  -0.0472
O  -6.8174  23.1689  24.9464  -0.0015  0.0021  -0.0103
O  12.8143  6.0692  20.2064  -0.0133  -0.019  -0.0544
O  18.5765  15.0158  16.6896  0.0006  -0.0057  -0.0372
O  5.5123  8.1983  15.8377  0.0024  -0.0094  -0.0242
O  15.3645  6.6347  21.0417  0.0062  0.0026  -0.0225
O  2.5634  2.1152  14.8964  0.0054  0.0111  -0.0859
O  7.4747  -7.6881  24.1946  -0.006  0.0158  -0.0402
O  -4.096  -1.1793  17.5603  -0.0144  -0.0011  -0.0545
O  11.1637  -6.633  22.4817  -0.0076  0.0023  -0.0285
O  4.0165  -3.9763  24.9452  -0.0017  -0.0002  -0.0221
O  7.9714  -0.8118  19.929  -0.0136  -0.0054  -0.0365
O  7.4105  10.6728  22.4029  0.0141  0.0176  -0.0511
O  -19.5476  0.5234  16.8796  -0.0012  0.0056  -0.0353
O  18.1089  12.697  17.8333  0.0158  0.0096  -0.054
O  -9.5891  -4.8883  17.6146  -0.0181  0.0126  -0.0435
O  3.2228  4.4811  18.7456  -0.0002  -0.009  -0.0219
O  7.7009  15.7823  19.1619  0.0045  -0.0016  -0.0707
O  3.8894  -12.2635  13.9535  0.0016  -0.0053  -0.0118
O  -1.1514  -14.761  25.2312  0.0007  0.0002  -0.0207
O  -5.1756  11.265  19.39  -0.0035  0.0014  -0.0194
O  -5.475  -7.8984  19.3737  -0.0062  -0.0029  -0.0262
O  19.7496  5.2879  23.4691  0.0068  0.0035  -0.0387
O  20.537  -8.2579  17.5813  -0.017  -0.0014  -0.0314
O  27.9171  5.4442  24.0353  0.0184  -0.01  -0.0392
H  0.8372  3.5299  34.5172  -0.3875  -0.2643  -0.2239
H  -0.8034  1.8839  34.5172  0.2074  0.3196  -0.2921
H  1.9079  -0.8427  34.529  0.2996  0.2758  -0.282
H  3.5586  0.7936  34.529  -0.3158  -0.2823  -0.2566
H  -0.8171  7.3153  34.5205  0.2807  0.3162  -0.2952
H  0.8202  8.9647  34.5205  -0.3367  -0.2577  -0.2533
H  3.5511  6.2412  34.5114  -0.3295  -0.2543  -0.2569
H  1.9046  4.6013  34.5114  0.2579  0.3549  -0.2777
H  4.6384  1.8769  34.5221  0.2671  0.3077  -0.2879
H  6.2829  3.5191  34.5221  -0.3405  -0.2815  -0.2555
H  8.9866  0.7918  34.5215  -0.3223  -0.228  -0.26
H  7.3394  -0.8475  34.5215  0.2556  0.3769  -0.2712
H  4.6381  7.3238  34.5099  0.2247  0.3348  -0.2874
H  6.2773  8.9714  34.5099  -0.3614  -0.2973  -0.2401
H  7.3604  4.5941  34.5269  0.2755  0.3106  -0.2967
H  9.0019  6.2395  34.5269  -0.3277  -0.3072  -0.239
H  0.5408  3.2428  5.9899  0.3961  0.2123  0.2331
H  2.1813  4.889  5.9899  -0.3093  -0.2673  0.288
H  3.2737  0.5169  6.0084  0.32  0.2431  0.2712
H  4.9145  2.1629  6.0084  -0.2702  -0.3385  0.2707
H  0.5302  8.6824  5.9943  0.3216  0.2969  0.2377
H  2.18  10.3196  5.9943  -0.2924  -0.263  0.2754
H  3.2639  5.9672  5.9824  0.3382  0.2526  0.2565
H  4.9105  7.607  5.9824  -0.2418  -0.3785  0.2702
H  5.9877  3.235  6.008  0.3612  0.2586  0.2467
H  7.6333  4.876  6.008  -0.2758  -0.3144  0.2822
H  10.3506  2.1614  5.9847  -0.2298  -0.35  0.2806
H  8.7035  0.522  5.9847  0.3194  0.2566  0.251
H  7.6133  10.3241  6.0008  -0.2173  -0.3266  0.2962
H  5.974  8.6766  6.0008  0.3266  0.3239  0.247
H  10.3429  7.5998  6.012  -0.2251  -0.3452  0.304
H  8.7051  5.9508  6.012  0.3159  0.3139  0.2316

Results
free energy: -118876.802 eV
free energy less fixed offsets of H -15.71, O -570.45, Si -639.56 eV per atom: -1.602 eV

The program warned: the cutoff lies below the one the program advises for these potential files; the forces do not sum to zero within the program's tolerance; empty levels may hold ghost states of the PAW files; the exchange-correlation potential is rough where the density is thin.
